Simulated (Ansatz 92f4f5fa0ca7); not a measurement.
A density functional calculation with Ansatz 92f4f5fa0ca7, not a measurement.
Periodic cell of 224 atoms, Si133O89H1N1, from a study of silicon, its oxide and their interface. The atomic structure is a simulated model.
Doubt: the cutoff is far below the 930 eV that the study's wrapper takes by default for these files, so forces and energies are approximate.
This geometry differs little from another in the collection (a relaxation step or a small displacement).

Settings
functional: PBE
potential files: Ansatz PAW
basis: plane waves
wave-function cutoff: 580 eV
density cutoff ratio: 5
exchange-correlation grid ratio: 1
k mesh: 1 x 1 x 1, Gamma-centred
self-consistency stop: 5e-08 eV per atom in the density residual
occupations: fixed
spin: none
net charge: 0

Cell vectors (angstrom)
a	10.938	0	0
b	0	10.938	0
c	0	0	32.3241

Atoms: element, x, y, z (angstrom)
Si	0.4614	-0.5609	24.7638
Si	5.5562	-0.2864	24.9138
Si	2.5719	2.942	24.9326
Si	8.0534	2.9519	24.6708
Si	0.3431	5.2214	24.8291
Si	4.8427	6.0172	24.8196
Si	2.7088	8.2276	25.3068
Si	7.9414	8.5512	24.7066
Si	1.3706	1.2688	26.0848
Si	6.7801	1.4403	26.03
Si	4.0641	4.2172	26.2008
Si	9.5578	4.1229	26.0785
Si	1.2733	6.7727	26.3457
Si	6.7701	6.8878	25.998
Si	4.1662	9.5905	26.4557
Si	9.5794	9.5719	26.0873
Si	2.716	0.0523	27.5996
Si	8.1991	0.0613	27.4575
Si	-0.0175	2.6986	27.4703
Si	5.4566	2.7754	27.499
Si	2.7107	5.4681	27.6331
Si	8.1706	5.5043	27.4477
Si	-0.085	8.2215	27.57
Si	5.5431	8.146	27.607
Si	4.1018	1.3673	28.9058
Si	9.5708	1.3673	28.9058
Si	1.3673	4.1018	28.9058
Si	6.8362	4.1018	28.9058
Si	4.1018	6.8362	28.9058
Si	9.5708	6.8362	28.9058
Si	1.3673	9.5708	28.9058
Si	6.8362	9.5708	28.9058
Si	0	0	30.2731
Si	5.469	0	30.2731
Si	2.7345	2.7345	30.2731
Si	8.2035	2.7345	30.2731
Si	0	5.469	30.2731
Si	5.469	5.469	30.2731
Si	2.7345	8.2035	30.2731
Si	8.2035	8.2035	30.2731
Si	1.3673	1.3673	31.6403
Si	6.8362	1.3673	31.6403
Si	4.1018	4.1018	31.6403
Si	9.5708	4.1018	31.6403
Si	1.3673	6.8362	31.6403
Si	6.8362	6.8362	31.6403
Si	4.1018	9.5708	31.6403
Si	9.5708	9.5708	31.6403
Si	2.7345	0	0.6835
Si	8.2035	0	0.6835
Si	0	2.7345	0.6835
Si	5.469	2.7345	0.6835
Si	2.7345	5.469	0.6835
Si	8.2035	5.469	0.6835
Si	0	8.2035	0.6835
Si	5.469	8.2035	0.6835
Si	4.1018	1.3673	2.0507
Si	9.5708	1.3673	2.0507
Si	1.3673	4.1018	2.0507
Si	6.8362	4.1018	2.0507
Si	4.1018	6.8362	2.0507
Si	9.5708	6.8362	2.0507
Si	1.3673	9.5708	2.0507
Si	6.8362	9.5708	2.0507
Si	0	0	3.418
Si	5.469	0	3.418
Si	2.7345	2.7345	3.418
Si	8.2035	2.7345	3.418
Si	0	5.469	3.418
Si	5.469	5.469	3.418
Si	2.7345	8.2035	3.418
Si	8.2035	8.2035	3.418
Si	1.3073	1.4206	4.7219
Si	6.8971	1.3422	4.8712
Si	4.1929	4.0269	4.7211
Si	9.5519	4.0951	4.8543
Si	1.338	6.8598	4.7947
Si	6.8468	6.8001	4.7515
Si	4.1139	9.5749	4.7375
Si	9.64	9.5247	4.8387
Si	2.8231	0.1691	5.955
Si	8.2407	-0.1126	6.2606
Si	-0.066	2.6438	6.2268
Si	5.6036	2.8243	6.2429
Si	2.7143	5.3498	5.9233
Si	8.2433	5.5571	6.2335
Si	0.1645	8.2766	6.3435
Si	5.3913	8.1037	6.05
Si	3.8647	1.7492	7.3589
Si	9.969	0.8816	7.6002
Si	1.5832	3.8843	7.3335
Si	6.6127	4.5133	7.6363
Si	4.1637	6.4978	7.2959
Si	9.3436	7.1847	7.5954
Si	1.6166	9.9194	7.5113
Si	6.8839	9.2219	7.4272
O	10.9738	5.8764	23.3446
O	4.5216	0.027	23.6666
O	8.062	8.1826	8.0217
O	2.7274	2.8267	7.8881
O	7.1423	4.0492	23.8315
O	1.674	9.2596	24.5048
O	5.3664	5.5537	7.9109
O	0.3405	-0.0604	8.0351
O	7.0597	4.1722	9.2018
O	5.7829	9.7416	8.5576
O	9.9452	6.4815	8.9744
N	2.8932	9.5452	8.7492
O	4.3533	0.9987	8.7378
O	1.0161	4.7212	8.6275
O	9.2692	1.2698	9.0384
O	3.2005	6.8567	8.5841
O	7.3808	6.2048	22.2039
O	8.8675	2.125	23.4957
O	5.0842	5.4904	23.2813
O	3.3114	2.3978	23.558
O	10.9058	-0.2629	23.2139
O	3.7299	7.2078	24.4758
O	1.435	4.0405	24.4733
O	6.7452	9.6489	24.3376
Si	14.6163	1.0486	22.7256
Si	-1.3018	2.5667	22.1255
Si	0.7012	11.5175	22.0136
Si	11.5651	0.6992	14.9125
Si	5.7028	-0.7083	11.893
Si	11.6172	15.6878	12.586
Si	9.3381	1.4878	10.6542
Si	5.2494	4.0029	19.9466
Si	9.773	7.9822	13.445
Si	10.3702	-3.0123	16.3982
Si	10.7856	5.2265	9.6171
Si	-0.3092	5.4271	21.8069
Si	8.4887	-1.3168	11.4366
Si	8.7496	4.9858	13.1443
Si	7.1939	3.4744	15.5247
Si	12.2269	5.9907	15.3139
Si	5.6591	5.6165	17.2814
Si	4.3911	10.3744	9.1845
Si	13.3815	1.4121	18.6508
Si	9.6456	0.7319	19.8096
Si	-1.1483	2.2122	16.9256
Si	12.5916	9.8289	17.1517
Si	5.1404	1.0797	20.0001
Si	3.5451	7.6914	16.3751
Si	12.9922	4.0767	19.979
Si	-3.6267	9.6336	19.714
Si	8.3867	7.4155	21.8377
Si	2.5019	2.3513	13.3365
Si	5.5975	-1.4959	14.7772
Si	2.6848	8.0328	9.5785
Si	-3.5929	-2.6872	16.9636
Si	0.7733	11.5312	11.9655
Si	6.471	4.9492	22.6409
Si	1.5405	-7.1905	17.1576
Si	11.0986	8.7433	10.9182
Si	5.3622	1.3598	14.021
Si	8.1402	4.0104	10.403
O	8.1318	2.514	11.0359
O	5.5982	-1.7504	13.157
O	9.8051	1.5193	18.3987
O	3.6534	-6.6906	20.3133
O	-1.3998	8.891	10.4028
O	0.0688	0.1615	20.5577
O	1.064	7.9146	9.8463
O	15.0047	2.3403	13.7781
O	17.8827	-1.2773	10.9875
O	12.4925	0.1029	18.2442
O	10.9123	6.3794	16.2299
O	10.281	-2.4092	14.8836
O	7.862	4.3874	14.3523
O	13.2185	12.1077	12.2225
O	6.7583	6.7432	16.9242
O	11.0832	11.1276	13.4352
O	12.9152	4.6172	15.8574
O	19.6577	-0.5462	19.4887
O	0.2765	13.084	22.2719
O	5.8934	0.7792	12.5775
O	5.6563	2.5092	19.3764
O	-1.9901	1.7673	20.8769
O	5.0762	0.0515	14.9876
O	7.9545	5.0245	11.6866
O	12.4938	2.0274	14.6379
O	6.1344	4.1241	21.2984
O	1.7266	4.6803	18.4941
O	0.8743	10.2006	11.0492
O	3.8549	0.713	19.0639
O	11.3217	8.8347	17.3484
O	11.47	5.4324	11.0995
O	10.8755	12.7155	11.1706
O	3.0029	-2.0358	17.3519
O	6.0408	4.3367	16.3199
O	-2.2621	8.1683	23.2707
O	0.9788	16.8098	13.7294
O	10.1439	4.1132	12.9746
O	5.702	5.1032	18.8302
O	9.5745	4.1677	21.8469
O	4.1999	6.363	17.0836
O	3.4712	7.864	11.0045
O	4.4918	-0.601	10.8165
O	7.6172	8.4488	20.8144
O	1.833	2.4104	19.8467
O	8.9339	-2.9253	17.1128
O	-1.16	6.7306	21.22
O	-2.3534	-1.984	12.9112
O	8.9696	0.2089	11.5649
O	-0.6796	12.0418	15.8093
O	4.5953	8.3341	15.3528
O	8.3413	2.8718	16.5407
O	2.3087	-3.7067	15.4431
O	-4.7567	10.7652	20.106
O	9.6392	4.0792	9.7477
O	13.4429	2.4204	17.3441
O	2.3141	0.3645	22.1212
O	11.0153	8.0355	12.3807
O	6.4941	2.2266	14.7708
O	-1.8281	6.5071	13.569
O	-0.0368	3.3943	16.9852
O	11.9845	4.9021	21
O	4.6525	1.4489	21.504
O	6.9877	-1.7971	15.6217
O	12.4899	-0.4263	15.6611
O	6.7919	-1.9465	18.309
O	12.9015	3.7397	12.6544
H	3.8526	6.9912	11.1725

Results
free energy: -135566.102 eV
free energy less fixed offsets of H -15.97, N -385.13, O -568.88, Si -635.61 eV per atom: 1.448 eV

Forces (eV/angstrom), in the order of the atoms: element, x, y, z
Si	-0.0023	0.0018	-0.0034
Si	-0.0025	0.0024	-0.0023
Si	0.0015	-0.0018	-0.0041
Si	0.0002	-0.0005	-0.0036
Si	-0.0012	0.0018	-0.0061
Si	-0.0009	0.002	-0.0033
Si	0.0011	-0.0012	0
Si	0.0021	-0.0022	-0.0015
Si	0.001	0	-0.0006
Si	-0.0011	-0.0007	0.0007
Si	-0.0012	0.0002	-0.0005
Si	0.0003	0.001	0.0013
Si	0.0001	0.0001	0.0007
Si	-0.0009	0.0004	-0.0011
Si	-0.0002	0.0002	0.0002
Si	0.0004	-0.0003	0.0002
Si	-0.0002	0	-0.0002
Si	0	-0.0007	0.0002
Si	0.0006	-0.0001	0.0004
Si	-0.0001	0.0004	0.0004
Si	0.001	-0.0004	0.0003
Si	0	0.0003	-0.0008
Si	-0.0003	0.0002	0.0001
Si	0.0007	-0.0001	-0.0002
Si	0.0838	0.5402	0.1506
Si	-0.0925	0.0714	-0.2348
Si	-0.323	-0.5546	0.1319
Si	0.1137	0.1653	-0.3793
Si	0.1544	-0.0867	0.4903
Si	-0.6102	-0.103	0.0528
Si	-0.2009	0.0062	0.0524
Si	0.5098	0.2257	-0.057
Si	-0.0195	-0.0734	0.0027
Si	0.0579	0.0301	-0.0698
Si	0.01	0.0033	0.0446
Si	0.0748	0.012	-0.0489
Si	-0.0843	-0.1577	-0.0545
Si	-0.0904	0.0013	0.0337
Si	0.0661	-0.0065	-0.0282
Si	0.0659	0.0564	0.0485
Si	0.0579	0.0243	-0.0204
Si	-0.0497	-0.0142	-0.026
Si	-0.0065	-0.0064	0.0016
Si	-0.0146	0.0643	-0.0031
Si	0.0315	0.0215	-0.0378
Si	-0.0344	0.0194	-0.0249
Si	-0.0641	0.0292	-0.0236
Si	0.0005	-0.0366	-0.0005
Si	0.0372	-0.0464	0.0167
Si	0.0056	0.0103	-0.0121
Si	-0.0017	-0.0273	0.0308
Si	0.0038	-0.0045	0.0268
Si	-0.0125	0.0213	-0.0004
Si	0.0436	-0.0302	0.0034
Si	0.0209	0.0283	0.0314
Si	-0.0076	-0.0506	0.0338
Si	-0.1033	-0.0148	-0.0157
Si	-0.0132	-0.0534	0.0282
Si	0.1521	0.0973	0.0221
Si	-0.0853	0.0415	-0.035
Si	-0.0317	0.0007	0.0438
Si	-0.1073	-0.0609	-0.0091
Si	0.0305	-0.0251	-0.0057
Si	0.0969	0.1526	0.0351
Si	-0.2433	-0.1732	-0.1595
Si	0.4056	0.2012	0.1349
Si	0.1042	-0.0582	-0.4403
Si	-0.014	-0.0224	0.3927
Si	-0.2508	-0.0311	0.3148
Si	0.2289	-0.1941	-0.5289
Si	-0.2262	0.049	-0.0648
Si	0.3296	-0.0539	0.1445
Si	-0.0003	0.0003	-0.0003
Si	-0.0004	-0.0006	0.0011
Si	-0.0023	-0.0022	0.0006
Si	-0.0002	0.0002	-0.0006
Si	-0.0002	0.0017	0.0002
Si	0.001	0.0021	-0.0001
Si	-0.0013	0.0001	0.0001
Si	0.0022	-0.0009	0.0006
Si	0.0027	0.0019	0.003
Si	0.0018	0.0008	0.0008
Si	0.0003	0.0002	0.0008
Si	-0.0005	-0.0002	0.0019
Si	0.0009	0	0.0002
Si	-0.0003	-0.0004	0.0009
Si	0.0024	-0.001	0.0014
Si	0.0001	-0.0036	0.0037
Si	-0.0012	0.0009	-0.0021
Si	-0.0017	0.0017	0.0019
Si	-0.0019	0.0018	-0.0006
Si	0.0045	-0.0018	0.0062
Si	-0.0025	0.0017	-0.0092
Si	-0.0003	0.0014	0.0032
Si	-0.0047	0.0007	0.0014
Si	0	-0.0012	-0.0025
O	-0.0002	0.0001	0.0042
O	0.0009	-0.0003	0.0023
O	0.0063	-0.0031	-0.0047
O	0.0023	-0.0022	0.0013
O	0.0009	-0.0001	0.0024
O	-0.0015	0.0017	0.001
O	-0.0003	0.0004	-0.0046
O	0.0038	-0.0042	-0.0011
O	0.0008	-0.0014	-0.0078
O	-0.0026	0.0022	0.0065
O	-0.0023	0.0028	-0.0031
N	-0.0017	0.001	-0.0061
O	-0.0006	0.0007	-0.004
O	0.0035	0.0003	-0.0007
O	0.0001	-0.0006	-0.0039
O	-0.0027	0.0061	0.013
O	0.0006	0.0003	0.0019
O	-0.0008	0.0002	0.0041
O	-0.0003	0.0006	0.0032
O	-0.0013	0.0007	0.0038
O	0	-0.0004	0.0046
O	0.0036	-0.0039	0.0029
O	0.0011	-0.0008	0.0035
O	0.0017	-0.0011	0.002
Si	-0.0006	0.0013	-0.002
Si	0.0002	-0.0003	-0.0041
Si	-0.0002	0.0005	-0.0036
Si	-0.0007	0.0007	0.0002
Si	0.0014	-0.0018	0.0038
Si	-0.0028	-0.001	0.0046
Si	0.001	0.0003	0.0067
Si	-0.0004	-0.0011	-0.0032
Si	-0.0005	-0.0004	0.0003
Si	0	0.0003	-0.0019
Si	-0.0018	0.0019	0.0049
Si	0.0005	-0.001	-0.0022
Si	0.0001	-0.0008	0.0043
Si	0.0003	0.0009	0.002
Si	0.0007	0.0009	-0.0002
Si	-0.0005	-0.0004	0.0009
Si	0.0006	-0.0001	-0.001
Si	0.0027	0.0043	0.0064
Si	0.0007	0.0004	-0.0021
Si	-0.0002	0.0002	-0.0021
Si	0.0005	-0.0008	-0.0005
Si	-0.0001	0.0006	-0.0006
Si	0.0008	-0.0004	-0.0035
Si	0.0003	-0.0001	0.0004
Si	0.0002	0.0003	-0.0023
Si	0.0006	0.0011	-0.0025
Si	-0.0015	-0.001	-0.0033
Si	0.0003	-0.0006	0.0027
Si	0.0018	0.0006	0.0016
Si	0.0005	-0.0173	0.0197
Si	0.0001	0.0008	-0.0002
Si	-0.0022	-0.0007	0.0042
Si	0.0005	-0.0003	-0.0029
Si	-0.0001	0.0001	-0.0015
Si	-0.001	-0.0002	0.0085
Si	-0.0009	0.0009	0.0025
Si	-0.0028	0.0036	0.0072
O	-0.0009	-0.0006	-0.0028
O	-0.0011	-0.0004	-0.001
O	0.0002	0.0003	0.0008
O	-0.0001	0.0005	0.0017
O	-0.0003	0.0011	-0.0021
O	0.0002	0	0.0015
O	-0.0017	0.0016	-0.01
O	0.0004	-0.0006	-0.0011
O	-0.0013	0.0012	-0.0033
O	0	-0.0007	0.0006
O	-0.0002	0.0003	0.0006
O	0.0011	0	0.0014
O	-0.0019	-0.0015	0.0003
O	0.0006	0.0007	-0.0016
O	0.0002	0	0.0002
O	0.0003	0.0009	0.0001
O	0.0003	-0.0004	0.0001
O	0.0001	-0.0005	0.0018
O	0.0008	-0.0001	0.0021
O	0.0005	-0.0006	-0.0024
O	-0.0001	0.0005	0.0017
O	-0.0001	-0.0001	0.0017
O	0.0002	0.0001	-0.0005
O	0.0025	-0.002	-0.0032
O	-0.0001	-0.0002	-0.0002
O	0.0009	0.0004	0.0029
O	0.0001	0.0002	0.0004
O	0.0005	0.0008	-0.0037
O	-0.0001	0	0.0011
O	0.0002	0.0001	0.001
O	-0.0001	0.0003	-0.0006
O	-0.0003	0.0006	-0.0034
O	0.0001	0.0002	0.001
O	-0.0001	0.0002	0.0002
O	-0.0001	0.0003	0.0033
O	0	0.0001	-0.0011
O	0.001	-0.0005	-0.0015
O	0.0004	0.0002	0.0016
O	-0.0002	0.0011	0.0012
O	-0.0002	0.0003	0.0005
O	-0.0488	0.0819	-0.0111
O	0.0017	0.0055	-0.0072
O	0.0007	-0.0004	0.0024
O	0	0.0004	0.0018
O	-0.0002	0	0.0007
O	-0.0002	0.0006	0.0019
O	0.0009	0	-0.0014
O	0.0004	0	-0.0012
O	0.0001	0.0002	0.0003
O	-0.0013	-0.0008	-0.0003
O	-0.0001	0.0002	0.0005
O	0.0006	-0.0005	-0.0014
O	0.0001	-0.0005	0.0015
O	0.0005	-0.0015	-0.0024
O	0	0.0001	0.0004
O	0.0013	-0.0001	0.0012
O	-0.0009	0.0003	-0.0018
O	-0.0002	-0.0004	-0.0009
O	0.0003	0.0007	-0.0013
O	0.0002	0	0.0008
O	0.0002	0.0003	0.0014
O	-0.0007	0.0004	0.0026
O	0.0001	0.0001	0.0003
O	0.0007	-0.0004	0.0004
O	-0.0002	-0.0004	0.0002
O	0.0004	0.0001	-0.0018
H	0.0441	-0.0725	0.0004

The program warned: the cutoff lies below the one the program advises for these potential files; the forces do not sum to zero within the program's tolerance; the exchange-correlation potential is rough where the density is thin.
